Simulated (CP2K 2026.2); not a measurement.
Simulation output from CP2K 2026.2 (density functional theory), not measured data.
Periodic cell of 510 atoms, Si360O150, from a study of silicon, its oxide and their interface. The atomic structure is a simulated model.
Doubt: the forces sum to 1.89 eV/angstrom along one axis rather than to zero, so they err by at least 0.0037 eV/angstrom per atom on average; the grid cutoff is modest.

Settings: functional PBE; method Gaussian and plane waves; basis set DZVP-MOLOPT-SR-GTH; pseudopotentials GTH-PBE; grid cutoff 350 Ry, relative cutoff 50 Ry; k points Gamma only; occupations fixed; spin none; net charge 0.

Cell vectors (angstrom)
a 16.32 0 0
b 0 16.32 0
c 0.2074 0.2362 34.4129

Atoms and the computed forces on them: element, x, y, z (angstrom), force x, y, z (eV/angstrom)
Si 14.642 15.604 1.561 -0.351 -0.086 0.526
Si 0.755 1.762 1.677 -0.024 0.022 0.013
Si 15.4 3.598 1.59 -0.009 -0.003 0.024
Si 1.842 6.264 1.347 -0.026 -0.049 -0.026
Si 15.186 9.436 1.23 -0.094 -0.018 0.718
Si 1.73 12.116 1.3 -0.145 0.15 0.601
Si 4.858 14.837 1.467 0.11 -0.268 0.456
Si 9.188 15.914 31.181 0.058 -0.043 -0.05
Si 3.501 4.391 1.377 -0.114 0.031 -0.031
Si 7.31 6.62 1.013 0.306 0.584 0.388
Si 3.871 9.799 1.471 0.099 -0.131 0.698
Si 6.403 12.896 1.687 -0.051 0.063 -0.051
Si 10.016 14.412 1.506 -0.056 -0.017 0.022
Si 12.888 0.9 1.384 -0.012 -0.032 -0.029
Si 8.698 3.715 1.191 -0.077 -0.27 0.49
Si 11.645 7.32 1.445 -0.069 0.012 -0.051
Si 9.97 9.114 1.569 -0.027 -0.013 -0.051
Si 11.739 12.68 1.513 -0.014 -0.036 -0.045
Si 16.194 0.125 3.087 -0.046 0.008 0.065
Si 2.594 2.732 2.757 -0.041 -0.041 -0.059
Si 0.114 5.378 2.724 0.016 -0.009 -0.065
Si 2.722 8.091 2.694 0.003 0.125 -0.041
Si 0.085 10.935 2.592 0.015 0.02 -0.025
Si 2.915 13.756 2.573 0.027 0.061 0.016
Si 5.706 0.161 2.93 -0.309 -0.312 0.253
Si 7.815 2.423 2.883 0.303 0.307 0.231
Si 5.155 5.42 2.682 -0.122 -0.371 0.342
Si 8.229 8.059 2.671 -0.078 -0.051 -0.065
Si 5.431 11.013 2.753 0.029 -0.049 -0.041
Si 8.247 13.654 2.888 -0.032 0 -0.041
Si 11.008 16.275 2.571 0.006 0.086 -0.071
Si 13.681 2.606 2.825 0.067 0.004 -0.015
Si 10.863 5.354 2.568 0.2 0.398 0.336
Si 13.595 8.201 2.577 0.032 -0.022 -0.001
Si 10.901 10.893 2.803 0.014 -0.04 0.045
Si 13.611 13.682 2.57 0.055 0.074 -0.087
Si 14.874 1.411 4.438 -0.069 -0.009 -0.033
Si 1.352 4.079 4.225 0.029 0.018 0.028
Si 14.95 6.787 3.939 -0.029 0.001 0.018
Si 1.329 9.496 4.009 0.026 -0.014 0.004
Si 14.979 12.271 3.926 -0.038 -0.015 0.006
Si 1.428 14.968 4.021 0.023 -0.034 -0.002
Si 4.039 1.371 4.074 0.017 0.004 -0.008
Si 6.633 4.081 4.065 0.007 0.063 -0.056
Si 4.04 6.835 4.168 0.023 -0.024 -0.037
Si 6.814 9.499 3.965 -0.009 0.027 0.007
Si 4.052 12.321 4.121 0.014 -0.016 -0.021
Si 6.946 15.026 4.281 -0.057 -0.035 -0.014
Si 9.568 1.301 4.001 -0.002 -0.006 -0.07
Si 12.274 4.089 3.985 -0.057 -0.003 0.009
Si 9.48 6.643 4.054 0.075 -0.02 -0.059
Si 12.345 9.554 4.076 -0.021 -0.021 -0.027
Si 9.475 12.147 4.18 0.022 0.009 0.003
Si 12.277 14.96 4.08 0.017 0.047 -0.036
Si 13.519 16.27 5.588 0.004 0.048 0.046
Si 16.324 2.772 5.619 0.003 -0.014 -0.001
Si 13.624 5.441 5.368 0.018 0.005 0.027
Si 16.276 8.155 5.37 0.003 0.031 -0.011
Si 13.67 10.929 5.407 0.014 0.039 0.014
Si 16.344 13.592 5.349 -0.021 0.037 0.011
Si 2.722 16.314 5.446 -0.002 0.007 0.019
Si 5.34 2.749 5.481 -0.017 0.007 0.044
Si 2.707 5.46 5.53 0.003 -0.013 -0.027
Si 5.464 8.193 5.417 0.039 0.009 0.006
Si 2.689 10.878 5.4 -0.019 0.008 -0.01
Si 5.469 13.62 5.483 -0.014 -0.027 -0.018
Si 8.295 0.053 5.563 0.001 0.042 0.032
Si 10.88 2.734 5.353 -0.013 -0.008 0.027
Si 8.079 5.384 5.428 0.003 -0.052 0.036
Si 10.901 8.106 5.339 0.017 -0.025 -0.069
Si 8.117 10.789 5.469 -0.028 -0.044 0.028
Si 10.889 13.583 5.429 0.019 -0.03 -0.049
Si 14.989 14.914 6.802 -0.001 -0.011 -0.02
Si 1.382 1.345 6.854 0.013 -0.015 0.002
Si 14.929 4.145 6.859 -0.016 0.012 0.02
Si 1.313 6.838 6.802 -0.021 0.005 0.002
Si 14.974 9.53 6.771 -0.009 -0.022 0.007
Si 1.335 12.229 6.769 -0.007 -0.001 -0.016
Si 4.097 14.98 6.819 -0.004 0.004 -0.007
Si 6.803 1.406 6.801 0.016 0.02 -0.018
Si 4.048 4.097 6.882 0.004 -0.001 0.008
Si 6.791 6.806 6.79 -0.022 -0.007 -0.015
Si 4.081 9.545 6.767 0.004 -0.003 0.002
Si 6.792 12.208 6.815 0.007 -0.034 0.016
Si 9.58 14.933 6.862 0.019 0.008 0.018
Si 12.167 1.382 6.835 -0.015 -0.016 -0.017
Si 9.492 4.047 6.758 0.004 -0.009 -0.015
Si 12.251 6.789 6.745 0.027 -0.021 -0.017
Si 9.543 9.447 6.759 -0.007 0.034 -0.008
Si 12.27 12.242 6.777 0.014 0.001 0.012
Si 16.321 16.297 8.171 0.002 0.004 0.015
Si 2.713 2.715 8.219 -0.005 0.007 0.028
Si 16.299 5.49 8.197 -0.011 -0.003 0.017
Si 2.715 8.183 8.136 0.001 0.014 -0.003
Si 16.323 10.874 8.157 0.005 0.001 0.005
Si 2.71 13.597 8.136 0.004 -0.002 -0.004
Si 5.462 16.339 8.167 -0.013 -0.016 -0.01
Si 8.155 2.732 8.181 0.002 0.027 -0.001
Si 5.441 5.461 8.181 0.003 0.01 0.018
Si 8.173 8.136 8.152 0.024 -0.025 0.001
Si 5.423 10.876 8.172 -0.013 0.004 0.005
Si 8.17 13.573 8.162 0.004 -0.018 0.01
Si 10.878 16.323 8.224 -0.006 0.023 0.031
Si 13.569 2.735 8.167 0.014 0.003 0.001
Si 10.873 5.427 8.105 -0.01 -0.012 -0.006
Si 13.594 8.165 8.122 -0.003 0.017 0.006
Si 10.891 10.855 8.107 0.002 -0.01 -0.002
Si 13.62 13.577 8.167 0.004 0.001 0.009
Si 14.952 1.36 14.96 -0.002 0.012 -0.001
Si 1.341 4.085 14.951 0.002 -0.004 -0.005
Si 14.953 6.8 14.954 -0.009 0.001 -0.006
Si 1.357 9.527 14.969 -0.005 0.022 -0.004
Si 14.951 12.25 14.962 0.019 -0.01 -0.01
Si 1.358 14.979 14.966 0.009 0.004 0.004
Si 4.085 1.355 14.954 0.006 -0.013 -0.001
Si 6.804 4.076 14.954 -0.012 0.004 -0.003
Si 4.083 6.822 14.96 0.003 -0.009 0.001
Si 6.811 9.516 14.977 0.005 -0.007 0.004
Si 4.088 12.233 14.926 0 0.003 -0.01
Si 6.807 14.954 14.953 -0.002 0.001 -0.005
Si 9.525 1.351 14.937 -0.004 0.004 -0.004
Si 12.229 4.08 14.956 -0.005 0.005 -0.001
Si 9.504 6.792 14.975 -0.015 0.002 -0.002
Si 12.234 9.518 14.956 0.023 -0.016 -0.009
Si 9.527 12.234 14.97 -0.007 -0.009 0.005
Si 12.241 14.938 14.976 0.001 0.006 0.003
Si 13.599 16.313 16.325 -0.006 -0.004 0.002
Si 16.309 2.723 16.322 0.001 -0.008 0
Si 13.583 5.446 16.308 -0.002 0 -0.014
Si 16.312 8.157 16.317 0.01 -0.018 0.007
Si 13.566 10.906 16.314 -0.023 0.011 -0.012
Si 16.314 13.613 16.314 -0.026 0.006 -0.012
Si 2.72 16.34 16.329 -0.01 0.002 0.006
Si 5.477 2.687 16.307 0.026 -0.013 0.009
Si 2.682 5.481 16.291 -0.01 0.012 0.006
Si 5.454 8.154 16.347 0 0.02 -0.002
Si 2.742 10.893 16.303 0.008 0.006 -0.004
Si 5.443 13.575 16.29 0.016 -0.009 -0.006
Si 8.159 16.334 16.303 0.006 0.003 -0.005
Si 10.876 2.702 16.303 -0.018 0 -0.025
Si 8.147 5.421 16.342 0.034 0.004 0.017
Si 10.886 8.145 16.315 -0.004 0.003 -0.005
Si 8.176 10.877 16.338 -0.008 -0.003 -0.001
Si 10.899 13.564 16.357 0.011 -0.017 0.003
Si 14.922 14.925 17.694 0.004 0 -0.012
Si 1.32 1.346 17.698 0.016 0.002 -0.004
Si 14.971 4.129 17.661 0.007 0.014 -0.018
Si 1.353 6.834 17.721 -0.01 0.029 0.003
Si 14.906 9.518 17.619 -0.005 -0.012 -0.011
Si 1.408 12.289 17.64 0.005 -0.01 0.001
Si 4.12 14.967 17.634 0.029 0.014 -0.032
Si 6.84 1.353 17.734 0.009 0.007 0.003
Si 4.068 4.08 17.542 -0.013 -0.019 -0.021
Si 6.842 6.818 17.723 -0.035 0.001 0.013
Si 4.069 9.52 17.683 0.007 -0.001 -0.01
Si 6.761 12.204 17.677 0.007 -0.034 0.019
Si 9.521 14.972 17.631 0.003 -0.023 -0.017
Si 12.258 1.386 17.669 -0.017 -0.019 0.035
Si 9.477 3.996 17.677 -0.037 -0.008 -0.036
Si 12.173 6.729 17.686 -0.005 0.01 0.014
Si 9.609 9.565 17.68 0.012 0.02 -0.041
Si 12.254 12.218 17.787 -0.011 -0.008 -0.015
Si 16.277 16.256 19.051 0.029 0.016 0.02
Si 2.716 2.791 18.933 0.005 0.044 -0.029
Si 16.271 5.502 19.071 -0.006 -0.034 -0.039
Si 2.704 8.221 19.092 0.015 0.009 -0.055
Si 16.314 10.903 18.878 -0.027 0.022 0.044
Si 2.774 13.667 19.018 -0.025 -0.018 0.041
Si 5.474 16.274 19.037 -0.048 -0.037 -0.016
Si 8.203 2.673 19.168 0.008 0.02 0.03
Si 5.386 5.391 18.934 -0.02 0.022 0.041
Si 8.302 8.209 19.022 0.001 -0.042 0.041
Si 5.424 10.823 19.081 0.018 0.025 0.008
Si 8.136 13.61 18.944 -0.024 0.026 -0.025
Si 10.882 16.327 18.987 -0.013 0.031 0.003
Si 13.634 2.774 19.01 -0.019 0.011 0.034
Si 10.819 5.299 19.048 0.024 0.018 0.027
Si 13.498 8.172 18.966 -0.009 0.043 0.026
Si 10.911 10.856 19.198 -0.011 -0.041 0.043
Si 13.592 13.61 19.152 -0.006 0.028 0.021
Si 14.945 1.367 20.353 0.018 -0.011 0.013
Si 1.387 4.147 20.342 -0.031 -0.065 0.052
Si 14.84 6.887 20.366 0.031 -0.005 0.028
Si 1.245 9.599 20.367 -0.022 -0.05 0.047
Si 15.052 12.203 20.362 -0.003 0.022 0.012
Si 1.366 14.947 20.438 -0.012 0.024 0.011
Si 4.027 1.358 20.228 0.002 0 0.02
Si 6.724 4.091 20.368 -0.022 -0.057 -0.004
Si 4.1 6.783 20.335 -0.011 0.001 0.023
Si 6.922 9.514 20.397 0.005 0.074 0.027
Si 4.047 12.241 20.403 0.018 -0.034 0.035
Si 6.861 14.927 20.419 0.011 0.031 0.036
Si 9.627 1.276 20.532 -0.037 -0.005 0.028
Si 12.227 4.004 20.459 -0.036 -0.015 -0.009
Si 9.568 6.744 20.413 -0.026 0.019 0.035
Si 12.247 9.396 20.578 -0.026 0.029 0.018
Si 9.509 12.367 20.365 0.03 0.028 0.052
Si 12.19 15.03 20.45 0.014 -0.004 0.074
Si 13.227 0.449 21.677 -0.24 0.163 -0.547
Si 0.232 2.539 21.598 -0.095 0.094 -0.664
Si 13.182 5.799 21.652 -0.274 0.23 -0.453
Si 15.743 8.689 21.601 -0.143 0.233 -0.677
Si 14.102 10.466 21.614 -0.006 -0.004 0.011
Si 0.472 13.144 21.681 -0.04 0.006 0.087
Si 2.461 0.334 21.64 0.02 -0.146 -0.693
Si 5.427 2.567 21.617 -0.013 0.235 -0.708
Si 3.781 4.446 23.349 -0.358 0.259 -0.49
Si 6.015 7.584 21.427 0.065 -0.05 -0.099
Si 2.131 11.436 21.544 -0.077 0.128 -0.605
Si 5.657 13.357 21.715 -0.116 0.169 -0.71
Si 8.621 15.818 21.754 0.194 -0.087 -0.537
Si 11.487 2.139 21.79 -0.007 -0.046 0.005
Si 7.677 5.874 21.554 -0.062 0.172 -0.583
Si 11.33 7.508 21.835 0.041 -0.038 0.006
Si 7.986 11.242 21.716 0.048 -0.24 -0.644
Si 10.39 14.118 21.695 -0.156 0.242 -0.619
Si 16.307 13.26 24.028 0.241 -0.158 -0.667
Si 2.692 13.621 25.85 0.295 -0.606 -0.146
Si 14.867 4.178 23.794 0.05 0.155 -0.202
Si 5.628 8.616 23.399 0.032 -0.497 -0.539
Si 1.024 7.511 23.825 -0.098 -0.359 0.295
Si 3.041 9.922 23.945 -0.121 0.108 -0.196
Si 4.342 15.299 23.828 0.093 0.008 -0.11
Si 9.554 13.783 26.6 0.05 0.006 0.009
Si 2.62 5.603 21.728 0.367 -0.345 -0.217
Si 2.489 5.074 25.85 -0.55 0.072 0.108
Si 3.938 5.978 32.012 -0.104 -0.027 0.047
Si 8.349 9.909 24.26 0.159 -0.026 -0.03
Si 11.751 13.32 24.475 -0.021 0.067 -0.135
Si 14.081 15.467 24.472 -0.063 -0.021 -0.1
Si 10.728 2.451 24.013 0.277 -0.168 -0.615
Si 7.246 11.841 26.388 -0.034 -0.059 -0.032
Si 10.518 7.554 24.098 0.092 -0.056 -0.733
Si 13.97 11.158 23.839 0.159 0.003 -0.67
Si 2.246 13.975 28.989 0.223 -0.06 -0.058
Si 7.968 7.855 29.634 0.054 0.03 0.03
Si 16.376 15.034 30.75 0.095 -0.02 0.172
Si 1.826 14.195 33.313 -0.039 -0.027 -0.096
Si 7.286 12.47 34.031 -0.149 0.119 0.624
Si 4.745 10.417 30.996 0.13 0.009 0.017
Si 1.035 6.874 31.144 -0.026 0.042 0.057
Si 10.891 7.585 29.103 0.043 -0.1 -0.025
Si 13.403 0.592 27.002 -0.046 0.04 0.005
Si 15.299 7.136 27.087 0.362 -0.296 -0.032
Si 14.479 10.527 30.286 -0.083 -0.021 -0.076
Si 6.842 0.822 23.739 0.014 -0.049 -0.003
Si 4.56 3.64 33.779 -0.102 0.109 0.558
Si 8.625 7.613 32.634 -0.021 -0.005 0.204
Si 7.65 3.252 30.353 -0.074 -0.106 -0.123
Si 11.634 12.299 33.682 0.3 0.287 0.73
Si 6.076 5.723 29.786 -0.058 -0.041 -0.171
Si 13.142 8.676 25.557 -0.074 0.083 -0.111
Si 8.49 2.057 27.816 -0.363 0.35 -0.403
Si 2.925 10.965 28.776 -0.128 0.073 -0.028
Si 12.991 3.342 25.902 0.022 -0.011 0.052
Si 5.106 0.698 33.313 0.037 -0.034 0.028
Si 13.283 1.907 33.522 0.087 -0.299 0.637
Si 4.154 11.774 26.104 -0.367 0.633 -0.223
Si 11.289 6.353 31.954 0.305 0.257 0.304
Si 11.784 1.11 31.121 -0.037 0.054 0.039
Si 7.399 2.707 33.276 -0.13 -0.027 0.029
Si 6.781 0.696 29.645 0.022 0.073 -0.078
Si 0.498 9.191 28.962 -0.01 -0.142 0.063
Si 15.65 4.389 31.32 0.031 0.061 0.016
Si 4.597 15.392 30.623 -0.082 0.034 0.086
Si 9.679 13.091 29.737 -0.081 0.007 -0.097
Si 12.899 5.652 27.903 0.094 0.053 0.081
Si 4.849 6.428 25.195 -0.006 -0.038 -0.137
Si 12.677 7.176 33.701 -0.514 -0.167 0.09
Si 12.585 4.053 30.496 0.034 0.001 0.032
Si 9.715 14.414 33.633 0.253 0.048 0.686
Si 14.546 4.608 34.046 0.221 -0.128 0.508
Si 4.958 4.535 27.265 -0.022 -0.064 -0.101
Si 12.354 9.941 28.339 0.023 0.058 0.105
Si 7.458 10.927 29.412 -0.008 0 -0.015
Si 9.31 10.203 33.98 0.035 -0.377 0.69
Si 13.604 15.346 29.627 0.065 0.057 -0.106
Si 8.873 4.894 24.264 0.033 0.072 0.036
Si 0.408 6.046 25.608 0.166 0.389 -0.003
Si 4.066 8.581 33.328 -0.055 0.021 0.049
Si 1.23 7.872 33.989 0.295 -0.442 0.362
Si 7.287 3.015 26.077 0.282 -0.153 0.281
Si 10.424 0.402 26.222 0.03 0.011 -0.12
Si 4.648 13.058 32.301 0.036 0.035 0.015
Si 13.774 10.18 33.14 -0.139 -0.027 0.098
Si 0.825 0.482 34.341 0.009 0.217 0.494
Si 16.031 1.553 31.836 -0.194 0.045 0.092
Si 12.506 12.579 29.455 0.081 -0.047 0.021
Si 14.95 1.36 9.506 0.002 -0.005 0.002
Si 1.337 4.096 9.536 -0.007 -0.01 -0.001
Si 14.936 6.836 9.537 0.025 0.009 0.01
Si 1.37 9.53 9.52 0.008 0.005 0.007
Si 14.962 12.22 9.529 -0.021 -0.013 0.005
Si 1.363 14.946 9.526 -0.009 0.005 -0.003
Si 4.097 1.36 9.546 0.012 0.025 0.003
Si 6.804 4.1 9.536 0.026 0.004 0.005
Si 4.064 6.818 9.516 -0.007 -0.015 -0.01
Si 6.804 9.508 9.505 -0.006 0.008 -0.006
Si 4.066 12.245 9.517 0.002 -0.013 0.002
Si 6.808 14.949 9.516 -0.001 0.015 0.005
Si 9.496 1.357 9.549 -0.037 -0.031 0.006
Si 12.213 4.089 9.518 -0.006 -0.007 -0.003
Si 9.53 6.779 9.504 -0.011 0.008 0.01
Si 12.237 9.514 9.497 -0.001 -0.007 0.008
Si 9.538 12.208 9.499 0.004 0.004 -0.006
Si 12.271 14.955 9.532 0.023 0.02 -0.003
Si 13.612 16.323 10.888 0.001 -0.006 0.003
Si 16.304 2.721 10.879 0.002 0.012 -0.005
Si 13.578 5.451 10.877 -0.006 0.007 -0.003
Si 16.321 8.177 10.885 -0.013 0.012 0.004
Si 13.592 10.867 10.877 0.014 -0.004 0.002
Si 16.318 13.591 10.884 0.01 -0.008 0.003
Si 2.722 16.315 10.884 0.014 -0.011 -0.003
Si 5.448 2.73 10.894 0.003 -0.007 0.005
Si 2.712 5.452 10.884 0.001 0.004 -0.007
Si 5.439 8.161 10.875 -0.009 -0.012 0
Si 2.719 10.89 10.888 -0.004 0.008 0.005
Si 5.439 13.595 10.875 -0.011 0.004 -0.003
Si 8.149 16.308 10.896 0.006 0.015 0.013
Si 10.871 2.721 10.888 -0.004 0.003 0.004
Si 8.168 5.448 10.888 0.002 -0.014 0.007
Si 10.879 8.154 10.864 0.001 -0.001 -0.007
Si 8.166 10.867 10.867 -0.002 -0.001 -0.001
Si 10.89 13.581 10.863 -0.005 0 -0.009
Si 14.969 14.963 12.244 -0.003 0.01 -0.003
Si 1.361 1.368 12.237 -0.009 0.003 -0.006
Si 14.936 4.079 12.23 0.001 -0.011 -0.002
Si 1.354 6.808 12.248 0.004 -0.005 -0.004
Si 14.96 9.528 12.243 0.013 -0.009 0.006
Si 1.352 12.24 12.25 -0.005 -0.001 0.009
Si 4.077 14.951 12.237 0.004 0.005 0.003
Si 6.796 1.357 12.252 -0.007 -0.005 0.005
Si 4.076 4.091 12.241 0.003 0.004 -0.01
Si 6.793 6.8 12.242 0.007 0.01 -0.001
Si 4.087 9.526 12.235 0.006 0.01 -0.005
Si 6.813 12.235 12.23 0.005 -0.005 -0.006
Si 9.529 14.943 12.228 -0.006 -0.002 -0.006
Si 12.236 1.352 12.241 0.009 -0.006 0.002
Si 9.522 4.086 12.244 -0.016 0.001 0.004
Si 12.232 6.809 12.245 -0.003 0.001 0.011
Si 9.514 9.504 12.234 -0.001 0 -0.002
Si 12.238 12.229 12.241 0.005 0.003 0.002
Si 16.324 16.332 13.6 0.018 -0.001 -0.002
Si 2.723 2.73 13.602 0.014 0.011 -0.003
Si 16.3 5.436 13.588 -0.011 -0.01 -0.005
Si 2.721 8.177 13.599 0.009 -0.002 0.004
Si 16.312 10.884 13.612 -0.014 0.001 -0.003
Si 2.711 13.605 13.602 0 -0.01 -0.001
Si 5.434 16.306 13.598 -0.012 0.003 0.002
Si 8.167 2.723 13.594 0.015 -0.002 0.006
Si 5.433 5.442 13.606 -0.001 -0.01 -0.005
Si 8.153 8.151 13.606 -0.027 -0.009 -0.004
Si 5.461 10.872 13.593 0.005 0.009 0.001
Si 8.174 13.595 13.598 0.012 0.012 -0.004
Si 10.884 16.294 13.597 -0.017 -0.01 0.002
Si 13.587 2.717 13.6 -0.011 -0.001 -0.002
Si 10.873 5.449 13.607 0.01 0 0.002
Si 13.603 8.168 13.598 0.025 0.022 -0.009
Si 10.869 10.867 13.596 -0.021 -0.013 0.002
Si 13.6 13.601 13.593 0.008 0.005 0.007
O 3.347 4.388 27.062 -0.274 -0.38 0.486
O 5.782 6.419 1.505 -0.308 0.168 -0.195
O 10.242 4.173 1.54 0.119 -0.212 -0.068
O 13.801 16.376 23.168 0.353 0.321 0.038
O 14.035 3.138 24.691 -0.112 -0.466 -0.049
O 13.859 5.195 23.034 -0.196 0.001 0.374
O 2.058 8.694 24.218 0.028 -0.059 0.387
O 16.047 8.246 23.157 -0.485 -0.199 0.357
O 3.266 16.097 22.932 -0.003 0.081 0.307
O 4.935 14.017 23.027 -0.227 -0.272 0.431
O 4.461 3.09 22.827 -0.041 -0.31 0.088
O 1.634 6.619 22.585 0.043 -0.013 -0.066
O 2.306 11.119 23.155 -0.143 0.256 0.305
O 4.299 9.476 23.029 0.072 0.26 -0.279
O 6.769 12.247 22.21 -0.103 -0.238 0.192
O 4.989 5.372 23.963 0.564 -0.108 -0.211
O 7.903 5.517 23.139 -0.534 0.007 0.258
O 9.528 3.515 23.703 -0.219 -0.145 -0.357
O 8.898 10.834 23.036 0.496 0.339 0.188
O 10.823 13.638 23.196 -0.039 -0.03 0.259
O 4.009 11.344 27.655 0.278 -0.162 0.227
O 7.964 4.412 25.526 0.065 0.445 0.554
O 0.526 7.319 32.623 -0.43 -0.079 -0.047
O 12.692 16.19 30.647 -0.143 -0.17 -0.008
O 13.335 2.218 27.021 0.212 0.309 0.33
O 11.092 13.708 33.036 0.189 0.412 -0.582
O 4.075 11.675 31.737 -0.342 0.112 0.202
O 2.804 10.931 0.902 0.042 0.001 -0.344
O 16.371 0.331 30.843 0.103 0.194 -0.437
O 0.925 8.093 30.084 0.355 0.149 0.202
O 15.331 11.958 24.319 0.213 -0.1 0.422
O 7.616 7.378 33.884 -0.577 0.033 -0.159
O 14.809 14.712 30.507 -0.205 -0.27 0.379
O 12.792 14.528 24.713 0.063 0.151 0.009
O 4.556 16.448 31.878 -0.408 0.247 -0.043
O 15.525 15.706 0.143 -0.001 -0.008 -0.374
O 13.928 6.126 33.995 0.099 0.019 -0.029
O 2.397 12.393 29.362 -0.26 -0.13 0.186
O 0.782 14.489 29.42 -0.505 -0.145 -0.322
O 14 16.329 28.391 0.628 0.364 0.041
O 14.698 10.107 31.823 0.67 -0.379 0.119
O 7.278 4.81 30.351 0.344 0.154 0.45
O 12.756 9.467 26.882 -0.158 0.03 -0.082
O 4.977 15.794 34.38 -0.192 -0.132 -0.077
O 9.981 6.062 24.563 0.342 -0.153 0.362
O 8.078 16.18 23.289 0.144 -0.25 0.538
O 5.421 7.853 24.816 0.141 0.163 0.435
O 15.724 4.559 32.928 0.711 0.072 0.344
O 5.765 3.287 26.624 -0.179 -0.392 -0.053
O 7.617 0.741 28.263 0.017 -0.514 -0.407
O 5.874 12.641 33.252 -0.023 -0.133 -0.005
O 1.339 1.439 22.144 -0.123 -0.137 0.255
O 9.327 7.19 29.052 -0.038 -0.552 -0.123
O 11.968 1.37 32.718 -0.506 -0.155 0.279
O 2.394 14.131 27.38 -0.267 0.245 -0.121
O 8.423 13.442 33.399 0.05 -0.005 -0.485
O 7.834 7.693 31.241 -0.33 -0.004 -0.077
O 4.565 9.052 0.184 0.716 -0.099 -0.174
O 8.134 2.91 31.847 0.474 0.126 0.026
O 10.764 13.129 25.738 0.227 -0.538 0.108
O 11.841 7.951 24.944 0.096 -0.109 0.21
O 6.661 1.241 33.309 0.313 -0.262 -0.226
O 11.909 16.359 26.729 -0.144 -0.579 0.326
O 6.399 2.24 30.029 -0.804 0.274 0.015
O 9.903 1.54 27.245 0.407 0.318 0.425
O 11.445 7.249 30.592 0.329 0.35 0.129
O 13.35 3.545 33.655 -0.29 0.193 -0.247
O 13.108 8.708 33.269 0.007 0.087 0.051
O 10.269 0.711 30.718 -0.032 0.428 -0.409
O 14.379 10.275 0.083 -0.245 0.704 0.078
O 0.783 1.432 33.031 0.577 0.164 -0.028
O 16.24 2.918 30.985 0.513 0.024 -0.708
O 10.346 1.004 24.699 -0.109 -0.183 -0.329
O 9.538 15.378 26.322 -0.573 0.251 -0.054
O 5.543 5.855 26.518 0.383 0.466 0.161
O 3.86 4.45 32.545 -0.458 -0.067 -0.464
O 16.233 8.473 0.414 0.077 0.117 0.206
O 7.969 5.146 0.994 0.077 -0.108 0.054
O 14.255 7.576 25.922 0.153 -0.309 -0.605
O 6.741 1.291 2.268 -0.08 0.095 -0.65
O 4.23 6.961 33.279 0.096 -0.314 0.559
O 13.472 9.554 29.459 -0.062 -0.529 0.033
O 8.572 11.937 30.027 0.234 -0.076 0.377
O 8.095 13.207 26.187 -0.349 0.26 -0.388
O 1.73 9.987 28.275 -0.083 -0.152 -0.312
O 11.12 12.58 30.296 0.077 -0.116 0.44
O 2.728 4.097 24.549 -0.544 -0.577 -0.089
O 8.131 10.682 25.658 0.401 -0.09 0.198
O 9.405 15.748 32.776 -0.287 0.67 0.285
O 11.009 9.176 28.805 -0.504 0.384 0.194
O 9.324 8.627 24.428 -0.075 0.016 0.305
O 15.925 10.38 29.597 0.047 0.683 -0.01
O 5.278 14.027 31.166 0.611 -0.167 -0.359
O 7.707 16.43 30.831 -0.195 0.038 0.271
O 11.58 4.806 31.524 -0.273 -0.333 0.152
O 10.354 11.333 33.548 -0.147 0.167 -0.249
O 3.537 14.809 25.132 0.265 0.137 0.128
O 11.764 6.818 27.958 -0.263 0.217 -0.403
O 14.556 1.509 32.546 0.001 -0.35 -0.416
O 1.929 15.624 34.091 0.362 0 -0.074
O 13.002 4.836 26.513 -0.104 0.428 -0.482
O 6.506 1.6 22.358 0.408 -0.125 -0.101
O 11.551 3.168 25.212 -0.325 -0.006 0.19
O 6.193 10.846 30.422 0.226 0.04 0.349
O 3.62 10.464 25.327 0.156 -0.336 0.211
O 12.812 14.088 28.979 -0.023 -0.009 -0.323
O 6.189 3.771 33.578 0.159 0.574 -0.098
O 5.222 4.758 28.821 -0.383 -0.089 0.332
O 6.877 9.559 23.728 -0.189 0.378 0.114
O 3.712 10.041 29.831 -0.053 -0.428 0.087
O 0.791 14.358 32.054 -0.178 -0.375 0.088
O 5.569 16.272 24.231 0.035 0.026 0.589
O 5.134 6.191 30.98 -0.013 0.135 -0.01
O 4.777 9.162 32.002 0.45 -0.478 -0.141
O 1.285 13.316 25.038 -0.106 0.043 0.151
O 16.471 5.604 30.639 0.035 -0.073 -0.588
O 3.355 13.82 32.915 -0.007 0.227 0.25
O 4.221 2.03 33.698 -0.66 -0.224 0.345
O 7.835 10.923 33.989 -0.163 -0.108 -0.073
O 9.351 9.042 32.851 0.496 0.246 -0.34
O 12.417 4.599 29.003 -0.353 -0.021 -0.28
O 7.22 1.889 24.892 0.033 -0.224 -0.052
O 15.423 14.597 24.282 0.323 0.424 -0.203
O 12.228 11.547 28.233 -0.016 0.28 -0.679
O 2.571 6.397 31.269 0.121 0.121 -0.387
O 12.797 11.458 32.928 -0.054 0.071 -0.194
O 12.255 2.481 30.412 0.02 0.035 -0.396
O 2.457 8.834 33.46 -0.097 0.293 -0.083
O 14.104 4.414 30.89 0.082 0.07 -0.096
O 7.072 11.485 27.952 -0.499 0.259 0.16
O 9.758 6.455 32.527 -0.095 -0.613 0.163
O 15.998 8.404 27.81 -0.147 0.307 -0.356
O 7.982 9.41 29.232 0.383 -0.104 -0.077
O 8.734 2.963 29.168 0.651 0.295 0.011
O 15.81 3.325 22.812 -0.133 -0.186 0.044
O 5.485 16.092 29.471 -0.196 -0.04 -0.501
O 5.743 12.015 25.788 0.179 0.048 -0.15
O 6.704 7.024 29.049 -0.138 0.053 -0.292
O 14.311 16.409 25.763 0.542 0.215 -0.004
O 14.381 6.298 28.159 0.032 0.052 0.281
O 3.261 6.498 25.518 -0.32 0.515 0.199
O 13.834 9.725 24.563 0.215 -0.353 0.011
O 1.324 13.029 34.338 -0.609 -0.155 -0.269
O 12.628 11.99 24.222 -0.142 -0.272 0.135
O 8.624 3.008 34.304 0.285 -0.236 -0.098
O 13.813 12.004 30.231 0.145 0.504 0.188
O 9.34 14.476 30.476 0.135 0.014 -0.196
O 9.79 13.405 28.154 0.025 -0.112 -0.13
O 15.766 4.998 24.818 0.265 0.077 0.225
O 3.235 14.932 29.873 -0.083 0.037 -0.171

Results
total energy: -104279.978 eV
total energy less fixed offsets of O -438.35, Si -107.03 eV per atom: 3.322 eV
